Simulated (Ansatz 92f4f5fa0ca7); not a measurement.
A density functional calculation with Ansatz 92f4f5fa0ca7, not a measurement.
Periodic cell of 288 atoms, Si196O92, from a study of silicon, its oxide and their interface. The atomic structure is a simulated model.
Doubt: the cutoff is low for norm-conserving oxygen, so forces and energies are approximate.
Doubt: the program's own warning below bears on the result.
This geometry differs little from another in the collection (a relaxation step or a small displacement).

Settings: functional HSE06; potential files SPMS norm-conserving; basis plane waves; wave-function cutoff 800 eV; density cutoff ratio 4; exchange-correlation grid ratio 1; k mesh 1 x 1 x 1, Gamma-centred; occupations fixed; spin none; net charge 0.

Cell vectors (angstrom)
a 11.6015 0 0
b 0 10.938 0
c 0 0 40.5641

Atoms: element, x, y, z (angstrom)
Si 0 0 0.9665
Si 3.8672 0 0.9665
Si 7.7343 0 0.9665
Si 1.9336 1.3673 0.9665
Si 5.8008 1.3673 0.9665
Si 9.6679 1.3673 0.9665
Si 0 5.469 0.9665
Si 3.8672 5.469 0.9665
Si 7.7343 5.469 0.9665
Si 1.9336 6.8362 0.9665
Si 5.8008 6.8362 0.9665
Si 9.6679 6.8362 0.9665
Si 1.9336 2.7345 39.5971
Si 5.8008 2.7345 39.5971
Si 9.6679 2.7345 39.5971
Si 0 4.1018 39.5971
Si 3.8672 4.1018 39.5971
Si 7.7343 4.1018 39.5971
Si 1.9336 8.2035 39.5971
Si 5.8008 8.2035 39.5971
Si 9.6679 8.2035 39.5971
Si 0 9.5708 39.5971
Si 3.8672 9.5708 39.5971
Si 7.7343 9.5708 39.5971
Si 0 0 4.8337
Si 3.8672 0 4.8337
Si 7.7343 0 4.8337
Si 1.9336 1.3673 4.8337
Si 5.8008 1.3673 4.8337
Si 9.6679 1.3673 4.8337
Si 0 5.469 4.8337
Si 3.8672 5.469 4.8337
Si 7.7343 5.469 4.8337
Si 1.9336 6.8362 4.8337
Si 5.8008 6.8362 4.8337
Si 9.6679 6.8362 4.8337
Si 1.9336 2.7345 2.9001
Si 5.8008 2.7345 2.9001
Si 9.6679 2.7345 2.9001
Si 0 4.1018 2.9001
Si 3.8672 4.1018 2.9001
Si 7.7343 4.1018 2.9001
Si 1.9336 8.2035 2.9001
Si 5.8008 8.2035 2.9001
Si 9.6679 8.2035 2.9001
Si 0 9.5708 2.9001
Si 3.8672 9.5708 2.9001
Si 7.7343 9.5708 2.9001
Si 0.402 0.0033 29.7682
Si 4.0881 0.1198 29.9877
Si 7.4503 -0.0796 29.9426
Si 2.1901 1.4312 29.7991
Si 5.875 1.6037 30.1651
Si 9.6389 1.9096 29.6421
Si 0.2206 5.2216 29.9759
Si 4.1305 5.3875 30.0226
Si 7.9982 5.7045 29.8928
Si 2.0727 6.6728 29.9346
Si 5.9327 6.8662 30.002
Si 10.0777 6.8352 29.9435
Si 2.0325 2.6743 31.8526
Si 5.8823 2.9061 32.0588
Si 9.6381 2.7968 31.8395
Si 0.0718 3.9844 31.9249
Si 3.8855 4.1428 31.9974
Si 7.8148 4.2899 31.8673
Si 2.0216 8.1881 31.8304
Si 5.86 8.2352 31.9251
Si 9.8025 8.2516 31.8313
Si 0.1017 9.6414 31.7887
Si 3.9255 9.6141 31.8815
Si 7.7952 9.5585 31.8848
Si 0.0723 0.0223 33.7559
Si 3.9435 0.0154 33.8243
Si 7.8002 0.0015 33.8059
Si 2.0133 1.3532 33.8038
Si 5.8835 1.3893 33.8583
Si 9.713 1.3693 33.7458
Si 0.0569 5.4731 33.7832
Si 3.8906 5.5266 33.8745
Si 7.8003 5.5597 33.8287
Si 1.9655 6.8748 33.8066
Si 5.8358 6.8619 33.8392
Si 9.751 6.8824 33.7825
Si 1.9616 2.7406 35.727
Si 5.8413 2.7578 35.765
Si 9.7042 2.733 35.7044
Si 0.0299 4.1084 35.7231
Si 3.8925 4.102 35.7522
Si 7.7797 4.1179 35.7205
Si 1.9496 8.2286 35.739
Si 5.8318 8.2255 35.7553
Si 9.7147 8.219 35.7333
Si 0.0261 9.6013 35.7138
Si 3.8986 9.5747 35.7426
Si 7.7747 9.5724 35.7359
Si 0 0 37.6635
Si 3.8672 0 37.6635
Si 7.7343 0 37.6635
Si 1.9336 1.3673 37.6635
Si 5.8008 1.3673 37.6635
Si 9.6679 1.3673 37.6635
Si 0 5.469 37.6635
Si 3.8672 5.469 37.6635
Si 7.7343 5.469 37.6635
Si 1.9336 6.8362 37.6635
Si 5.8008 6.8362 37.6635
Si 9.6679 6.8362 37.6635
Si 1.9181 2.7174 6.7773
Si 5.7946 2.731 6.77
Si 9.6272 2.7218 6.7715
Si -0.0207 4.067 6.7174
Si 3.8519 4.0826 6.7673
Si 7.7113 4.1063 6.7791
Si 1.9168 8.2071 6.7357
Si 5.7821 8.1791 6.7713
Si 9.6442 8.206 6.7498
Si -0.0231 9.5719 6.7807
Si 3.8626 9.5527 6.7462
Si 7.6993 9.5543 6.7853
Si -0.0631 0.0169 8.7196
Si 3.8702 0.0097 8.6456
Si 7.6637 -0.0638 8.7668
Si 1.9192 1.3166 8.7031
Si 5.7862 1.3781 8.7161
Si 9.5685 1.3173 8.6862
Si -0.0233 5.4346 8.6096
Si 3.8398 5.432 8.7099
Si 7.7038 5.4611 8.7348
Si 1.9192 6.8158 8.6299
Si 5.7571 6.8038 8.7073
Si 9.6477 6.7988 8.6384
Si 1.9213 2.6412 10.6535
Si 5.788 2.7302 10.679
Si 9.548 2.6211 10.6324
Si -0.0684 3.8617 10.37
Si 3.8062 4.0894 10.6817
Si 7.6961 4.1343 10.7148
Si 1.897 8.3324 10.4233
Si 5.6942 8.1389 10.6555
Si 9.6326 8.1284 10.5653
Si -0.058 9.5919 10.6466
Si 3.8589 9.6568 10.5939
Si 7.6736 9.4293 10.7104
Si 0.3511 -0.2568 12.7816
Si 3.9406 0.1119 12.5687
Si 7.6952 -0.2972 12.759
Si 2.0074 1.4205 12.7304
Si 5.9515 1.3142 12.613
Si 9.3504 1.3433 12.6751
Si -0.0362 5.2997 12.1077
Si 3.5487 5.5536 12.5723
Si 7.5988 5.5198 12.7344
Si 1.6588 6.9166 12.2035
Si 5.5828 6.815 12.652
Si 9.6876 6.6837 12.4361
O 7.5157 4.627 14.1352
O -12.8624 7.6947 13.5807
O 7.7405 9.8119 14.2229
O 0.597 20.4537 13.922
O 28.738 -3.0954 13.945
O 3.0694 4.6953 13.9073
O 10.7037 0.6667 13.2635
O 15.061 8.1503 15.537
O 1.8855 13.3318 14.0884
O 32.0976 2.4666 13.767
O 6.2398 2.2955 13.9343
O -7.7145 9.9365 13.7724
O 11.1357 12.2977 29.3908
O 1.9534 2.3469 28.4369
O 5.5873 7.688 28.6103
O -16.2657 9.905 28.7272
O 10.5554 7.6997 28.5999
O 0.2083 4.3111 28.578
O 1.6757 -3.3226 28.6295
O 4.7763 2.2046 27.2656
O -30.3126 -6.6655 28.8479
O 15.9206 -0.883 28.6884
O 11.9652 9.9074 28.511
O 8.8385 11.4639 29.3947
Si 11.8548 4.2111 20.1398
Si 2.8579 7.9774 17.0195
Si 8.2986 4.2991 28.0515
Si 6.4039 2.4453 23.4667
Si 10.9507 12.554 18.5022
Si 0.822 5.9785 16.3953
Si 8.5622 0.3928 24.3076
Si 1.6735 10.4929 18.378
Si 9.6339 5.2463 25.2845
Si 4.7691 6.5018 18.8254
Si 7.272 9.7817 15.8061
Si 6.5896 9.9427 20.2189
Si 0.2272 7.5271 25.0465
Si 0.4266 8.5964 20.3845
Si 5.9864 10.189 25.2916
Si 10.101 8.9592 22.8415
Si 7.5731 3.0479 14.4996
Si 2.9865 6.5948 23.677
Si 4.6414 8.9218 14.76
Si -3.1536 1.4157 19.9956
Si 1.0229 3.0113 22.9336
Si 0.3473 8.3573 28.0477
Si 7.5754 4.0316 21.2602
Si 10.7894 2.3737 25.0979
Si 2.6164 4.17 25.1735
Si 11.9474 7.8994 13.882
Si 5.5126 3.0868 28.3932
Si 5.0312 3.6871 19.5119
Si 8.3353 1.6348 17.0612
Si 7.6132 7.8012 18.2566
Si 5.5975 9.2248 28.1337
Si 5.572 8.2848 22.8001
Si 4.7833 2.0619 25.6712
Si 3.8141 13.1267 21.7485
Si 1.6636 3.9869 14.3419
Si 4.3438 0.7873 19.2544
Si 1.0062 3.3296 27.5505
Si 8.1441 6.517 22.7922
Si 2.4448 6.2022 20.8089
Si 10.4649 6.4899 18.7164
O 5.6269 9.233 26.5332
O 0.3893 26.3237 13.4597
O 9.6688 1.2052 25.1711
O 4.0945 3.5173 20.8444
O 7.5692 8.9799 19.367
O 5.8287 9.3993 23.9172
O 1.262 9.8524 19.8032
O 6.0509 2.816 24.9969
O 12.0331 8.2898 26.4494
O 5.8212 9.0922 21.3869
O 7.5501 -0.3087 25.3723
O 5.4708 10.5666 19.216
O 9.0695 7.7857 22.4291
O 7.9035 0.1806 16.4739
O 8.9677 5.0492 26.7655
O 17.241 9.7488 15.7393
O 11.1291 5.9061 17.348
O 2.6142 5.7591 22.3433
O 3.9254 6.5706 20.2312
O 11.0848 9.1588 21.5699
O 4.6316 4.8966 18.4987
O 0.0884 1.9961 23.7903
O 3.4463 2.78 25.1231
O 3.4887 5.4873 24.7744
O 7.7497 1.7663 18.5654
O 2.0488 6.5999 17.2316
O 7.7295 2.7856 16.0878
O 9.2756 10.2897 23.28
O 1.9308 9.264 17.3462
O 6.3433 6.8536 18.6414
O 10.0583 3.7803 24.7673
O 1.2656 4.5122 15.833
O 7.6648 8.4974 16.7588
O 13.2764 5.0163 19.9879
O 7.6111 1.377 23.4309
O 6.8373 3.7026 27.6807
O 2.3552 2.2692 22.4068
O 4.9291 2.2365 18.7802
O 4.9392 0.4917 25.3209
O 0.0275 2.5292 26.497
O 11.1587 7.8697 19.2198
O 9.9916 11.9281 19.6775
O 8.5846 5.8886 24.2261
O 3.0568 11.3257 18.38
O 1.5028 7.5138 20.8926
O 4.1035 7.6784 23.1917
O 4.1245 7.7116 17.9691
O 9.2197 3.0357 28.5498
O 10.96 6.1822 25.3401
O 1.6648 7.2792 24.3335
O 0.062 2.9715 19.0873
O 0.2142 3.6515 21.6738
O 6.5002 4.0951 20.0591
O 6.6173 7.0504 22.866
O 7.5491 11.1864 20.7026
O 9.9485 1.8442 17.2283
O 0.4748 0.5732 17.9865
O 3.8398 0.9045 20.7811
O 8.3031 5.4474 21.5642
O 12.1912 7.1009 15.2567
O 5.0159 1.9325 22.7988
O 1.4433 4.0919 24.064
O 8.5365 2.7732 20.8937
O -0.9155 5.309 19.8276
O 8.9223 6.8594 18.413
O 6.8474 3.7519 22.6686
O 10.9747 8.5041 24.1045
O 1.9584 4.2922 26.6435

Results
free energy: -63417.312 eV
free energy less fixed offsets of O -447.96, Si -113.29 eV per atom: -0.152 eV
gap between the highest filled and lowest empty level on this k mesh: 1.468 eV

The program warned: the cutoff lies below the one the program advises for these potential files; the model core charge is not resolved on the grid; the forces do not sum to zero within the program's tolerance; the exchange-correlation potential is rough where the density is thin.
